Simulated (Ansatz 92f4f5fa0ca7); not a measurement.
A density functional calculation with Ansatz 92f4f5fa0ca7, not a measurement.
Periodic cell of 237 atoms, Si145O90P2, from a study of silicon, its oxide and their interface. The atomic structure is a simulated model.
Doubt: the cutoff is far below the 930 eV that the study's wrapper takes by default for these files, so forces and energies are approximate.
This geometry differs little from another in the collection (a relaxation step or a small displacement).

Settings: functional PBE; potential files Ansatz PAW; basis plane waves; wave-function cutoff 580 eV; density cutoff ratio 5; exchange-correlation grid ratio 1; k mesh 1 x 1 x 1, Gamma-centred; self-consistency stop 5e-08 eV per atom in the density residual; occupations fixed; spin none; net charge 0.

Cell vectors (angstrom)
a	11.6015	0	0
b	0	10.938	0
c	0	0	32.0622

Atoms and the computed forces on them: element, x, y, z (angstrom), force x, y, z (eV/angstrom)
Si	-0.1991	-0.0725	23.2699	-0.0023	-0.0002	-0.0024
Si	3.6728	0.1975	23.1025	0.0023	-0.0018	-0.0062
Si	7.5489	-0.1323	23.4396	-0.0006	-0.0033	0.0005
Si	1.6847	1.3641	23.4135	-0.0012	0.0015	-0.0017
Si	5.7328	1.4091	23.1809	-0.0026	0.0037	-0.0014
Si	9.4432	1.2257	23.356	-0.0007	0.0004	-0.003
Si	0.1519	5.3112	23.4566	0	-0.0048	0.0067
Si	4.117	5.2941	23.3833	-0.0015	-0.0028	-0.0011
Si	8.025	5.6099	23.5332	-0.0013	0	-0.0054
Si	2.1521	6.5795	23.3554	-0.0026	-0.0015	-0.0063
Si	5.9561	6.7712	23.4778	-0.0025	0.0035	0.0024
Si	10.0028	6.8675	23.5882	-0.0021	-0.0013	-0.0031
Si	1.9024	2.6634	25.3751	-0.0009	0.0004	0.0034
Si	5.8302	2.658	25.2481	-0.0011	0.0007	0.0025
Si	9.6283	2.69	25.2553	0.0011	0.0022	0.0005
Si	11.5976	4.0071	25.3861	0.0005	-0.0016	-0.0026
Si	3.8906	3.9735	25.3145	0.0011	-0.0014	-0.001
Si	7.7399	4.0976	25.3375	-0.0006	-0.0015	-0.002
Si	1.9725	8.1463	25.1854	0.0011	-0.0018	-0.0001
Si	5.7753	8.1657	25.3667	0.0024	0.0006	-0.0013
Si	9.7079	8.2616	25.4234	-0.0001	0.0008	-0.0017
Si	11.6375	9.5562	25.2587	0.0015	-0.004	0.0028
Si	3.8662	9.5848	25.0719	-0.0027	-0.0026	0.0039
Si	7.6888	9.5213	25.4007	-0.0014	-0.0004	0.0025
Si	11.6495	-0.0114	27.2022	0.0005	0.001	-0.0002
Si	3.9009	-0.0553	27.1211	-0.0027	-0.0012	0.0058
Si	7.7582	-0.0156	27.2788	-0.0017	0.0044	-0.0009
Si	1.9852	1.3122	27.2746	-0.001	-0.0028	-0.0015
Si	5.8272	1.3232	27.2014	0.001	0.0025	0.0021
Si	9.6953	1.3328	27.2022	-0.0033	0.0008	0.0023
Si	11.5928	5.4704	27.2388	-0.0007	0	-0.0001
Si	3.8463	5.4212	27.2111	-0.0009	-0.0017	-0.0008
Si	7.7124	5.4599	27.2644	-0.0015	0.0025	-0.0008
Si	1.9381	6.8268	27.1773	-0.0001	0.0019	0.0027
Si	5.7599	6.7973	27.2741	-0.0026	-0.0003	-0.001
Si	9.6538	6.815	27.2784	0.0011	-0.0013	-0.0024
Si	1.9471	2.7234	29.1724	0.0056	-0.0002	0.0019
Si	5.7949	2.7114	29.1402	-0.0007	-0.0041	-0.0079
Si	9.6817	2.7223	29.1422	0.0027	-0.001	-0.0077
Si	0.0132	4.0949	29.1641	-0.0023	0.0019	0.003
Si	3.8684	4.0897	29.1649	-0.0054	-0.0033	0.0007
Si	7.7329	4.0774	29.1739	-0.0032	-0.0006	0.0071
Si	1.9431	8.1877	29.1364	-0.003	0.0007	-0.0045
Si	5.7906	8.1943	29.1756	-0.005	-0.0008	0.011
Si	9.6738	8.2038	29.1837	-0.0029	0.0013	0.0076
Si	0.0103	9.5628	29.1485	-0.0019	-0.0051	-0.008
Si	3.8712	9.5697	29.1254	0.007	-0.0086	-0.022
Si	7.7334	9.5486	29.1884	0.0031	-0.002	0.0044
Si	0	0	31.0965	0.0625	0.0132	-0.0697
Si	3.8672	0	31.0965	-0.0194	0.0393	-0.2025
Si	7.7343	0	31.0965	-0.0227	0.0355	0.0985
Si	1.9336	1.3673	31.0965	-0.0026	-0.0595	0.0699
Si	5.8008	1.3673	31.0965	-0.0044	-0.008	-0.1145
Si	9.6679	1.3673	31.0965	0.0121	-0.0662	-0.097
Si	0	5.469	31.0965	0.0171	-0.014	0.0023
Si	3.8672	5.469	31.0965	0.0298	0.0128	-0.0234
Si	7.7343	5.469	31.0965	-0.0031	-0.0435	-0.0032
Si	1.9336	6.8362	31.0965	0.0126	-0.0345	-0.1172
Si	5.8008	6.8362	31.0965	-0.0183	-0.08	0.1081
Si	9.6679	6.8362	31.0965	0.0457	-0.1325	0.1398
Si	1.9336	2.7345	0.9679	0.0113	0.024	0.0297
Si	5.8008	2.7345	0.9679	-0.0343	0.0076	-0.175
Si	9.6679	2.7345	0.9679	0.0328	0.0269	0.0777
Si	0	4.1018	0.9679	-0.0281	0.0392	-0.0263
Si	3.8672	4.1018	0.9679	0.0268	0.0184	-0.0031
Si	7.7343	4.1018	0.9679	0.0464	0.1294	0.1341
Si	1.9336	8.2035	0.9679	0.0365	0.0235	0.0334
Si	5.8008	8.2035	0.9679	-0.0292	0.0897	-0.0646
Si	9.6679	8.2035	0.9679	0.0858	0.1476	0.0333
Si	0	9.5708	0.9679	-0.05	0.0155	0.0346
Si	3.8672	9.5708	0.9679	0.0163	-0.0332	0.127
Si	7.7343	9.5708	0.9679	0.0762	-0.0744	0.0011
Si	11.6139	0.0078	2.9137	-0.0034	0.0092	-0.0051
Si	3.861	-0.0114	2.9459	-0.0135	0.0565	-0.0283
Si	7.7536	0.0062	2.8886	0.0002	0.0136	-0.02
Si	1.9446	1.3682	2.8978	0.0001	0.0036	0.0017
Si	5.8258	1.3414	2.8605	0.0017	-0.0066	-0.0337
Si	9.6727	1.3739	2.9155	0.0027	0.0021	0.0058
Si	11.6037	5.4793	2.8942	0.0141	-0.0057	0.0057
Si	3.8906	5.4853	2.8962	0.0016	-0.0071	0.0064
Si	7.7684	5.5444	2.8758	-0.0415	-0.0015	-0.0134
Si	1.9388	6.8318	2.9044	0.0025	-0.0044	-0.021
Si	5.8096	6.8684	2.9052	-0.0024	0.012	-0.0152
Si	9.699	6.886	2.9301	-0.0078	0.0174	0.0149
Si	1.9968	2.7333	4.8285	0.0156	0.0031	-0.0218
Si	5.9831	2.7985	4.6957	-0.0454	-0.0099	-0.0294
Si	9.6518	2.7932	4.8251	0.017	-0.002	0.0043
Si	11.6235	4.0865	4.8061	-0.004	-0.0152	-0.004
Si	3.9842	4.0468	4.7726	-0.0119	-0.0128	0.0145
Si	7.8243	4.2761	4.844	0.0559	-0.0535	0.0191
Si	1.9172	8.1607	4.8634	0.0028	-0.0226	0.0086
Si	5.7782	8.2968	4.7991	0.006	-0.0444	0.0033
Si	9.6671	8.2905	4.8821	0.002	-0.0043	0.0139
Si	11.6318	9.6242	4.8846	-0.0123	0.0056	-0.018
Si	3.8047	9.5698	4.8955	-0.0086	0.0335	0.0345
Si	7.7262	9.6453	4.8591	0.0271	0.0033	-0.0046
Si	11.5905	0.1793	6.7714	-0.0359	-0.0223	0.0305
P	3.7409	-0.2181	6.9625	0.1044	-0.0545	0.1577
Si	7.6539	0.0837	6.8189	0.0276	-0.025	0.0115
Si	2.1019	1.3476	6.7531	0.0494	0.0113	-0.0403
P	5.6875	1.2125	6.2896	-0.1329	0.0005	0.1085
Si	9.6381	1.522	6.8323	-0.0056	0.0434	-0.0372
Si	11.5348	5.4842	6.7024	-0.0095	-0.0044	-0.0036
Si	4.0232	5.3637	6.726	-0.0106	0.0181	-0.0086
Si	7.7513	5.6724	6.8048	-0.0149	0.002	0.0213
Si	2.0071	6.5764	6.6635	0.0128	0.0306	0.0616
Si	5.8112	6.9588	6.7162	-0.0099	0.0053	0.0191
Si	9.7485	7.0219	6.892	-0.0012	0.0019	-0.0009
O	9.9219	7.9799	8.2733	-0.0013	-0.0042	-0.0067
O	7.4489	10.0631	8.1831	-0.0013	-0.001	-0.0253
O	7.4147	4.7032	8.1236	0.0008	0.0005	-0.0111
O	2.8747	10.1776	8.3983	-0.0786	0.0822	-0.2699
O	2.1833	7.3351	8.1181	-0.0066	-0.0425	-0.0047
O	4.119	4.4596	8.1464	-0.0089	-0.0056	-0.0133
O	9.7649	2.4588	8.2103	-0.0064	-0.0122	0.0039
O	2.6284	2.2806	8.0524	-0.0049	0.02	0.0036
O	11.3927	4.574	8.0827	-0.0072	-0.0055	0.0039
O	5.3737	2.1897	7.5825	-0.0579	0.044	0.0128
O	5.7895	7.929	8.0784	0.0155	0.0065	-0.0018
O	11.284	10.2871	8.1613	0.0004	0.0052	-0.001
O	11.2639	10.0837	21.7876	-0.0011	0.0012	0.0044
O	3.2437	10.706	21.5231	-0.0005	0.0005	0.0069
O	5.739	7.8018	22.1825	0.0015	0.0044	-0.0005
O	4.2237	4.4517	21.9307	-0.0019	0.0007	0.003
O	7.6731	9.689	22.18	-0.0003	0.0002	0.0014
O	10.3188	7.6662	22.1674	0.0012	-0.0027	0.0043
O	1.6071	2.3831	22.1044	-0.0007	-0.0033	0.0027
O	5.9387	2.4363	21.8648	0.0001	-0.0041	0.003
O	8.4335	4.6878	22.2078	-0.0009	0.0012	0.0065
O	-0.0902	4.4287	22.0474	-0.0036	-0.0045	0.0033
O	2.3291	7.3662	21.9102	-0.0027	-0.004	-0.0007
O	9.135	1.8661	21.8515	-0.0008	-0.0039	0.003
Si	1.8989	7.6461	9.662	0.0306	0.0078	-0.0336
Si	5.0263	0.593	17.6749	0.0001	-0.0026	-0.008
Si	2.4521	5.4167	14.0647	-0.0075	-0.0216	-0.0146
Si	10.5075	3.8753	14.0486	-0.0004	-0.0028	-0.0081
Si	8.2544	2.3659	15.2497	-0.004	-0.0015	-0.0085
Si	9.5497	2.2317	20.3249	-0.0016	-0.0002	-0.0079
Si	10.4974	3.6519	9.0728	-0.0013	0.0038	0.0076
Si	-0.0038	2.314	11.5724	0.011	0.002	0.0065
Si	10.9569	8.1092	15.4309	-0.0066	-0.0084	-0.0121
Si	5.1413	6.9346	13.9733	-0.006	-0.0022	-0.0052
Si	5.7501	2.5789	11.0565	-0.0098	-0.001	-0.0167
Si	8.5739	7.6455	19.3944	-0.0082	-0.0016	-0.0076
Si	8.1199	4.8327	20.6202	-0.0024	-0.0004	-0.0094
Si	5.91	9.5873	15.1948	-0.0018	0.0007	-0.0097
Si	2.1049	7.6408	20.3261	0.0017	-0.0003	-0.0054
Si	1.9052	4.8874	18.7934	-0.0067	-0.003	-0.0044
Si	4.4771	3.4499	17.9941	0.0005	0.0014	-0.0083
Si	8.4693	8.9219	16.8392	-0.0004	0.0046	-0.0147
Si	0.7741	9.4668	13.3424	-0.0005	-0.0017	-0.0062
Si	9.8914	10.6309	11.7261	-0.0046	0.0016	0.0086
Si	5.3501	3.7071	20.9985	-0.0025	-0.0009	-0.0083
Si	0.5433	5.4871	16.284	-0.0015	-0.0027	-0.0121
Si	10.7643	9.1049	9.1352	0.0123	-0.0128	0.0216
Si	6.5554	8.8921	21.2895	-0.0051	-0.0031	-0.0141
Si	7.0524	7.1585	11.4372	-0.0069	0.002	-0.0004
Si	2.6075	0.718	12.302	0.0236	-0.0136	-0.0244
Si	10.8824	8.6803	21.0287	-0.0023	0.0001	-0.0081
Si	6.0234	4.3363	15.6018	-0.0004	-0.0028	-0.0079
Si	7.0677	0.4779	12.9619	-0.0067	0.0046	-0.0112
Si	4.1236	2.8464	8.4463	0.0351	-0.0244	0.0171
Si	0.8117	6.733	11.9614	0.0088	0.0036	-0.0086
Si	6.4235	9.0887	9.0401	-0.0143	0.0273	-0.0261
Si	0.6587	3.2811	21.1447	-0.0002	0.0038	-0.008
Si	9.7067	6.5303	12.9206	-0.003	0.0016	-0.0015
Si	7.7115	4.5656	9.7197	-0.0103	-0.0195	0.0116
Si	3.9862	10.0732	20.2008	0.0004	0.0005	-0.0069
Si	4.214	3.0423	13.4886	-0.0083	-0.004	-0.0055
Si	3.6482	9.9137	9.8326	-0.0177	-0.0058	0.0157
Si	8.0361	0.7734	18.0286	-0.0046	-0.0071	-0.0099
O	11.4381	3.2749	12.8664	-0.0135	0.0009	-0.0021
O	9.3358	4.4919	9.8739	0.008	0.0016	-0.0045
O	8.7932	3.5861	19.8461	-0.0018	-0.0009	0.0042
O	4.0247	-0.0439	18.7977	-0.002	-0.0025	0.0046
O	11.2883	4.5073	15.3226	-0.0054	-0.0022	0.0011
O	9.8688	9.7534	10.34	0.0049	-0.0058	-0.0072
O	3.7259	1.5179	13.182	-0.0071	-0.0051	0.0001
O	0.607	8.9954	14.891	-0.0063	-0.0012	0.006
O	6.4582	1.0106	18.37	0.0047	0.0002	0.0002
O	4.761	3.1759	19.5823	-0.0016	0.0006	0.0055
O	6.2492	1.1646	11.7173	0.0055	-0.007	0.0103
O	0.5119	8.4955	9.7968	-0.016	-0.0062	-0.0181
O	5.5994	4.3406	17.1873	-0.0064	-0.0025	0.0059
O	8.3752	7.229	12.3605	-0.0096	-0.0018	-0.0009
O	4.5032	2.4745	9.988	0	0.0151	0.0032
O	2.0449	5.6058	15.6296	-0.0041	-0.0087	-0.012
O	3.2918	-0.017	11.035	-0.0295	0.0163	0.0556
O	5.8194	7.2053	12.5059	-0.0033	-0.0035	0.0085
O	2.2884	6.36	19.3549	-0.0041	-0.0038	0.0028
O	0.612	4.91	17.8017	0.0035	0.0006	0.01
O	8.3897	10.6728	12.3563	0.0004	-0.0022	0.0019
O	5.2421	10.0565	9.5902	0.1221	-0.0097	-0.0246
O	0.5904	8.2047	20.187	-0.0034	0.002	0.0023
O	9.7376	2.5926	14.6642	-0.0031	0.0036	-0.0024
O	1.9203	10.605	13.3285	-0.0017	-0.0008	0.0079
O	9.9322	9.1145	16.1717	-0.0083	-0.0068	0.007
O	6.1271	10.3481	13.7623	-0.0027	-0.0063	0.0077
O	7.4346	1.5936	14.0837	-0.0019	-0.0003	0.0065
O	1.6495	3.9347	20.0628	-0.0026	0.0047	0.0022
O	5.9238	5.8018	14.8788	-0.0016	-0.0007	0.0015
O	7.3347	8.9489	15.6832	0.0084	-0.001	0.0127
O	1.4757	1.6758	11.6625	-0.0257	0.0143	0.0028
O	7.0768	8.3955	10.3665	-0.0041	0.0053	0.0031
O	4.3154	1.9985	17.2497	-0.002	-0.0015	0.0022
O	7.0416	3.2013	10.2923	0.0067	0.0112	0.0044
O	11.4814	6.9632	16.447	-0.0056	0.004	0.0003
O	8.209	10.121	17.8727	-0.0038	0.0072	0.0025
O	3.2069	8.4081	10.2658	-0.0203	-0.0383	0.0288
O	7.5634	3.8156	15.5289	-0.0076	-0.0014	0.0048
O	3.1077	4.2921	17.8973	-0.0026	-0.003	0.0072
O	2.8556	3.8988	13.6735	-0.0159	0.0362	0.0101
O	1.2772	8.221	12.4358	-0.0091	-0.0123	-0.0009
O	1.1304	5.724	13.1797	0.0159	0.0001	0.0139
O	4.9689	8.3033	14.85	0.0009	-0.0032	0.0016
O	11.1711	2.3924	20.3127	0.0012	0.0004	0.0051
O	10.9281	9.9841	12.7997	-0.0045	0.0004	0.0006
O	5.1761	3.5407	12.2543	0.004	0.0061	-0.0052
O	5.0778	3.2325	14.8484	0.0009	0.0026	0.0123
O	6.4883	4.8028	20.5453	0.0004	-0.0011	0.003
O	8.3902	1.5195	16.6278	-0.0032	-0.0055	0.01
O	10.3912	1.22	11.4595	-0.0013	0.0035	-0.0008
O	10.8099	6.6213	11.7172	-0.002	0.0008	0.0015
O	3.2458	8.6817	19.8311	0.0005	-0.0023	0.0029
O	1.6439	6.3352	10.6115	-0.0206	0.0061	0.0124
O	7.1597	8.1416	20.0022	0.0009	-0.0012	0.0158
O	8.4547	7.5697	17.7632	-0.0003	-0.0003	0.0095
O	3.6383	6.4262	13.6546	0.0029	0.0002	0.0094
O	9.487	4.9811	13.3901	0.0041	-0.0081	0.008
O	5.5281	9.9849	20.6995	0.0073	-0.008	0.0064
O	10.1893	7.3968	14.1946	0.004	0.0107	0.0247
O	8.8062	6.1409	19.9563	-0.0022	0	0.0026
O	7.0576	5.7872	10.5615	0.0012	0.0057	0.0064
O	5.261	10.5464	16.3695	-0.0035	0.0021	0.0065
O	9.0535	1.1379	19.238	0.0001	-0.0025	0.0016
O	11.5584	3.1344	10.175	0.0002	-0.0083	0.0058
O	9.7289	8.6993	19.8753	-0.0005	-0.0012	0.0043

Results
free energy: -144870.927 eV
free energy less fixed offsets of O -568.88, P -755.39, Si -635.61 eV per atom: 2.503 eV

The program warned: the cutoff lies below the one the program advises for these potential files; the forces do not sum to zero within the program's tolerance; the exchange-correlation potential is rough where the density is thin.
